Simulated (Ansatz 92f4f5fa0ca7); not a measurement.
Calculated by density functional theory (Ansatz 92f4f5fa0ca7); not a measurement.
Periodic cell of 223 atoms, Si132O90B1, from a study of silicon, its oxide and their interface. The atomic structure is a simulated model.
Doubt: the cutoff is far below the 930 eV that the study's wrapper takes by default for these files, so forces and energies are approximate.
This geometry differs little from another in the collection (a relaxation step or a small displacement).

Settings: functional PBE; potential files Ansatz PAW; basis plane waves; wave-function cutoff 580 eV; density cutoff ratio 5; exchange-correlation grid ratio 1; k mesh 1 x 1 x 1, Gamma-centred; self-consistency stop 5e-08 eV per atom in the density residual; occupations fixed; spin none; net charge -1 e, with a uniform compensating background and no finite-size correction.

Cell vectors (angstrom)
a	10.938	0	0
b	0	10.938	0
c	0	0	32.1988

Atoms and the computed forces on them: element, x, y, z (angstrom), force x, y, z (eV/angstrom)
Si	10.5802	0.223	24.8827	0.0085	-0.0136	-0.0672
Si	5.7386	10.675	24.7599	-0.012	0.0095	-0.0595
Si	2.4791	2.9126	24.6557	0.0104	-0.0104	-0.0651
Si	8.423	2.4627	24.8474	-0.0128	0.0116	-0.0558
Si	0.2767	5.1621	24.772	-0.0139	0.0101	-0.0579
Si	5.1502	5.7479	24.702	0.0158	-0.0101	-0.0566
Si	2.9308	8.0043	24.6158	-0.0082	0.0149	-0.0675
Si	7.9364	8.4333	24.7525	0.0092	-0.0107	-0.063
Si	1.3273	1.3779	26.049	0.0063	-0.0081	0.011
Si	6.8457	1.3024	26.1425	-0.0058	0.0071	0.0057
Si	4.0432	4.1022	26.0041	0.0054	-0.0054	0.0099
Si	9.6074	4.057	26.1026	-0.0057	0.0058	0.0071
Si	1.3969	6.8213	26.0199	-0.0023	0.0019	0.0072
Si	6.7639	6.8482	26.041	0.0018	-0.0061	0.011
Si	4.1004	9.5311	26.0143	-0.0031	0.0026	0.0105
Si	9.4597	9.5675	26.1681	0.0117	-0.006	0.0064
Si	2.7228	-0.013	27.364	-0.0003	0.0012	0.022
Si	8.1566	-0.0271	27.5905	0.0057	0.003	-0.0294
Si	0.0075	2.7098	27.5077	-0.0035	-0.005	-0.0233
Si	5.4368	2.7365	27.3865	-0.0049	0.0084	0.0195
Si	2.7261	5.4594	27.4548	-0.0008	-0.0043	-0.0046
Si	8.1808	5.4656	27.3738	-0.004	0.0048	0.0188
Si	-0.0117	8.1759	27.3932	0.0001	0.0033	0.0193
Si	5.4363	8.1936	27.4701	0.0065	0.0042	-0.0142
Si	4.0754	1.3577	28.7701	-0.0076	-0.0045	-0.0231
Si	9.5779	1.3503	28.8736	0.0076	0.0052	0.0489
Si	1.3615	4.0966	28.8387	0.0024	0.0222	0.0311
Si	6.8258	4.095	28.767	-0.0013	0.0051	-0.0239
Si	4.0965	6.8127	28.8316	-0.001	-0.0016	0.021
Si	9.5485	6.8193	28.7745	-0.0049	-0.0115	-0.0193
Si	1.3597	9.5599	28.7609	0.0096	0.0018	-0.0251
Si	6.7808	9.5353	28.8895	-0.039	-0.0099	0.0525
Si	0.0205	-0.032	30.197	-0.0093	0.0039	-0.0023
Si	5.4169	0.0043	30.1982	0.0173	-0.0181	-0.0051
Si	2.732	2.7151	30.1842	0.0035	0.0044	-0.0015
Si	8.1881	2.7447	30.1763	0.0051	-0.0041	0.0014
Si	-0.0314	5.4609	30.1698	0.0115	-0.0082	-0.0015
Si	5.4813	5.4483	30.1834	-0.0083	-0.0006	-0.0028
Si	2.7175	8.206	30.1568	0.0004	-0.0112	0.0039
Si	8.1984	8.1647	30.1989	-0.0029	0.0087	-0.0057
Si	1.3807	1.3431	31.5756	-0.0026	-0.0023	-0.0019
Si	6.8213	1.3703	31.5333	-0.005	0.0017	0.0024
Si	4.1111	4.0788	31.5478	-0.0015	0.0062	-0.0014
Si	9.556	4.0993	31.5626	-0.0102	0.0023	-0.0061
Si	1.3458	6.8392	31.51	0.0046	0.001	-0.0009
Si	6.8445	6.7974	31.5849	0.003	0.0004	-0.0054
Si	4.0637	9.5617	31.5678	-0.001	0.0139	-0.0096
Si	9.5683	9.5493	31.5538	-0.003	0.0004	0.0024
Si	2.7349	-0.0136	0.7846	0.0168	-0.0117	-0.0104
Si	8.1883	0.001	0.7008	-0.0055	-0.0044	0.0014
Si	-0.0145	2.7144	0.7221	0.0064	0.0101	0.0079
Si	5.4775	2.7206	0.7339	0.0064	-0.0072	-0.0023
Si	2.7268	5.482	0.6714	-0.005	0.0032	0.0052
Si	8.2071	5.4364	0.7835	0.0069	-0.0115	-0.0138
Si	0.003	8.1799	0.7147	0.006	-0.0024	-0.0068
Si	5.4654	8.2006	0.7201	-0.0052	-0.0083	0.0076
Si	4.157	1.3476	2.1324	-0.0007	0.0021	0.0114
Si	9.5471	1.3475	2.0968	-0.0054	-0.0221	-0.0013
Si	1.373	4.1183	2.0397	0.0208	-0.0101	0.0118
Si	6.8474	4.037	2.1462	-0.0034	0.0051	0.0051
Si	4.0966	6.8181	2.0735	0.0005	-0.0076	-0.0045
Si	9.5817	6.8464	2.1104	-0.0297	0.0186	0.0247
Si	1.3446	9.5328	2.1129	-0.0345	0.0307	0.0138
Si	6.8176	9.5934	2.0865	0.0351	-0.0025	0.0157
Si	-0.0658	-0.059	3.4575	-0.0024	-0.0395	-0.0446
Si	5.5425	0.0188	3.5676	0.0031	-0.0094	0.0263
Si	2.7713	2.7774	3.3918	0.018	0.0356	-0.0522
Si	8.1648	2.6217	3.5539	-0.0204	-0.013	0.0183
Si	0.0193	5.4583	3.4476	0.0362	-0.0033	0.0189
Si	5.471	5.4535	3.4434	-0.0125	-0.0187	-0.0069
Si	2.7595	8.1955	3.4659	0.0237	-0.0034	0.0342
Si	8.2165	8.2656	3.4391	-0.0175	-0.0018	-0.038
Si	1.3646	1.3869	4.6291	-0.0215	-0.0084	0.0348
Si	6.9991	1.1632	5.1313	0.0447	-0.0289	0.0243
Si	4.1653	4.0513	4.8436	-0.0085	0.0148	0.0034
Si	9.5706	4.0671	4.7716	0.0026	-0.034	0.0101
Si	1.412	6.8098	4.8238	-0.0181	0.0016	-0.0012
Si	6.8147	6.9014	4.7367	0.0206	0.0227	0.039
Si	4.1206	9.5748	4.8619	0.0337	-0.0317	-0.0069
Si	9.4175	9.6606	4.9413	-0.239	0.2716	0.2298
Si	2.7105	0.1072	6.0653	-0.0018	-0.0263	0.0099
B	8.2186	-0.0801	6.3377	0.1705	-0.2281	-0.4868
Si	-0.0515	2.5917	6.0521	0.0245	0.0407	-0.0247
Si	5.5046	2.6641	6.3252	0.0074	-0.0052	0.0067
Si	2.8035	5.4539	6.2098	0.0096	-0.0057	0.0166
Si	8.1733	5.4835	6.0391	0.0005	0.0296	-0.0063
Si	-0.0233	8.191	6.0971	0.0576	-0.0531	0.0357
Si	5.5709	8.2868	6.2464	-0.0262	0.0039	-0.0541
Si	3.7837	1.5785	7.6099	0.0302	0.017	0.1169
Si	9.6486	0.9627	7.3163	-0.2127	-0.0052	-0.0089
Si	1.5497	3.7587	7.3046	-0.0028	0.0476	-0.0082
Si	6.6448	4.4219	7.4648	0.003	-0.034	0.1043
Si	4.436	6.6685	7.5301	-0.0133	0.003	0.0253
Si	9.3591	6.9843	7.3904	0.0658	-0.0844	-0.1153
Si	1.0849	9.8922	7.2649	0.0114	-0.0107	0.0549
Si	7.299	9.4208	7.526	-0.0642	0.153	0.0153
O	8.3056	8.1471	7.7979	-0.0027	0.0193	0.1489
O	2.6552	2.7335	7.9875	0.0242	-0.0042	-0.0587
O	9.5153	1.3483	24.2788	0.0022	-0.002	0.0208
O	4.0458	6.862	24.1273	-0.0024	-0.0011	0.0228
O	-0.0803	-0.0472	7.886	0.0178	0.0426	0.0152
O	5.5355	5.5285	8.0372	-0.0131	-0.0139	-0.035
O	6.8465	9.5642	24.2047	0.0043	-0.0031	0.0205
O	1.3676	4.0542	24.1718	0.0064	-0.0033	0.0209
O	3.8837	7.4485	8.9097	0.0156	-0.011	-0.0419
O	0.6783	4.3703	8.5527	0.028	-0.1044	-0.0387
O	9.8024	6.292	8.8371	-0.0685	0.0151	-0.0308
O	2.0146	9.3786	8.5239	-0.019	0.0449	-0.0937
O	7.5427	3.9553	8.781	-0.0075	0.0095	-0.0487
O	4.1795	0.9184	9.0957	-0.0262	-0.0067	-0.0887
O	6.8606	9.6782	9.1373	-0.0163	-0.0171	-0.0669
O	9.0838	1.7458	8.678	0.0591	0.0312	0.0206
O	7.7101	3.1503	23.5323	0.034	-0.0283	0.0562
O	10.5036	5.8409	23.4542	0.0281	-0.0314	0.0538
O	5.0977	0.4334	23.4116	0.0252	-0.0309	0.057
O	5.8616	5.0921	23.3628	-0.0257	0.0308	0.0445
O	3.1092	2.2058	23.2821	-0.0346	0.0274	0.0531
O	2.2885	8.7241	23.243	0.0348	-0.0284	0.051
O	8.6201	7.7498	23.4077	-0.0334	0.0267	0.0519
O	0.2173	10.3426	23.5911	-0.0206	0.028	0.0592
Si	4.3977	1.5697	22.4844	0.0037	-0.0048	-0.072
Si	3.5127	7.9461	13.9837	0.0051	-0.0057	0.0214
Si	7.1349	0.9746	14.6312	-0.0079	-0.0006	0.0139
Si	0.9383	9.358	22.5382	-0.0097	0.0154	-0.0655
Si	1.1779	4.3259	11.8562	0.0207	-0.0318	0.0308
Si	6.2728	8.9749	15.2944	0.0007	0.0056	-0.0004
Si	0.7044	1.3705	12.2669	-0.0023	0.0049	0.0116
Si	8.6315	4.956	20.5124	0.0141	-0.0167	-0.0329
Si	0.2933	5.7211	9.3383	0.0549	0.0269	0.1168
Si	5.1063	3.1189	17.9238	0.0061	0.0047	0.0043
Si	0.8761	3.7393	16.7025	0.0106	0.0038	0.0001
Si	10.4081	2.8479	19.2061	0.0013	-0.0057	-0.0113
Si	5.2324	1.1917	10.3255	0.0051	0.0392	0.0697
Si	0.8923	0.1752	19.8512	-0.0169	0.0184	-0.0267
Si	6.6911	9.4956	10.7498	0.0099	-0.0288	0.0862
Si	9.3541	9.6804	18.3056	-0.0073	-0.0084	0.0021
Si	9.4053	9.2713	12.5364	0.0254	-0.0134	0.0332
Si	6.5773	3.8453	22.5996	0.0022	0.0006	-0.0591
Si	2.4378	8.0664	9.3538	0.0101	-0.0346	0.1083
Si	10.6062	7.3744	17.0467	0.0017	-0.004	0.001
Si	2.5245	6.2916	16.5226	-0.0018	-0.0019	0.0132
Si	10.1675	4.4897	14.1459	-0.0087	0.0067	0.0109
Si	6.1473	9.1875	18.4947	0.0065	-0.0085	0.012
Si	7.9412	2.5488	9.4938	0.0173	-0.0123	0.0787
Si	8.8956	2.1319	12.3869	0.0072	-0.0092	0.0306
Si	5.3477	6.2451	18.0373	-0.0016	0.0035	0.0057
Si	3.9357	0.5606	19.4738	0.0086	-0.0075	-0.0392
Si	4.2725	3.8634	12.028	-0.0006	0.0187	0.0177
Si	5.5736	6.6418	12.0471	-0.0098	-0.0305	0.0232
Si	8.0199	2.5029	17.2005	-0.0033	0.0073	-0.0003
Si	4.3686	2.4987	14.9354	0.0028	-0.0145	0.0124
Si	1.559	1.2106	15.2273	0.0106	-0.0078	0.0143
Si	1.5921	9.4214	12.0127	-0.0202	0.026	0.0331
Si	8.0634	6.8686	13.8262	0.0003	-0.0003	0.0043
Si	10.3887	9.8475	15.4587	0.0061	-0.0089	0.0185
Si	9.8095	7.0114	22.5709	0.0015	-0.003	-0.0593
Si	8.1263	5.4912	17.4072	-0.0043	0.0049	-0.0195
O	6.09	7.9746	11.1716	0.0122	0.0355	-0.009
O	6.0342	9.2104	16.8787	0	-0.001	-0.0074
O	7.71	1.3564	13.1652	0.0173	0.011	-0.021
O	0.9077	1.7463	13.8441	-0.0106	0.0026	-0.023
O	9.4531	6.2478	16.8733	-0.0034	-0.0036	0.0041
O	6.7873	6.2447	13.0574	-0.024	0.0047	-0.0114
O	5.1453	4.6606	18.5859	0.0007	-0.0037	-0.0034
O	9.2307	2.1511	18.2616	0.0075	0.001	0.0032
O	2.3785	0.0971	19.0898	-0.0019	0	0.0083
O	9.4274	10.2414	16.7493	0.003	0.0034	-0.0035
O	2.7861	4.4751	11.7026	-0.009	0.0057	0.0022
O	5.079	10.3256	19.0969	-0.0104	0.0119	0.0019
O	9.4235	3.2588	13.4146	-0.007	-0.0176	-0.003
O	0.4614	1.7673	19.9421	0.0049	-0.0038	-0.0025
O	3.1752	1.3622	15.0331	-0.0029	0.0031	0.0047
O	8.1712	5.395	19.0237	0.0053	-0.0037	0.0259
O	3.9058	6.5835	17.3462	-0.0054	-0.0009	-0.005
O	4.5707	3.2787	16.3741	-0.0037	-0.0026	-0.0069
O	9.0522	5.6669	14.2922	0.0018	0.0022	0.0071
O	5.4585	2.7581	22.1412	0.0017	0.003	0.0113
O	10.6531	4.1139	15.6454	-0.0104	0.0037	-0.0161
O	0.3416	3.8612	18.244	-0.0042	-0.0033	0.0021
O	10.4347	10.5127	19.2118	0.0148	0.0054	0.0051
O	9.6475	10.0472	14.0088	-0.0093	-0.0043	-0.0266
O	10.9032	8.1235	22.0989	-0.0028	-0.0031	0.0102
O	1.2131	2.1602	16.502	-0.0005	-0.0033	-0.0031
O	9.7427	3.7576	20.3914	-0.012	0.0159	0.0066
O	8.14	4.0378	16.6856	0.0031	-0.0002	0.0079
O	-0.0223	9.1281	11.89	0.0103	-0.0021	0.0007
O	6.5882	2.4079	17.983	-0.001	-0.0022	-0.0017
O	5.6015	10.7194	11.1421	-0.0016	0.014	-0.0104
O	7.7629	9.5858	18.8251	-0.0003	0.0022	-0.0059
O	10.0597	1.0144	12.0349	-0.0002	-0.0011	0.0045
O	1.3845	6.8785	9.0685	0.0014	0.0261	-0.015
O	0.6254	4.7783	13.3346	0.0155	0.0002	-0.0159
O	5.701	7.6256	18.957	0.0009	0.0042	-0.0094
O	5.2374	5.1041	11.4877	0.0016	-0.0062	0.0054
O	2.7455	6.9719	15.0596	0.0071	0.0116	-0.0144
O	0.9377	2.7528	11.4527	0.0018	0.0132	-0.0045
O	0.8767	10.6849	15.5302	0.0009	0.0063	-0.0008
O	2.415	8.5721	10.9021	0.0226	-0.0317	-0.073
O	4.6606	2.4321	11.2889	0.0158	-0.0505	-0.0272
O	4.2473	3.5475	13.6709	-0.0015	0.0172	-0.027
O	2.1845	4.6883	16.4366	-0.0018	-0.0035	0.0025
O	10.7001	8.2555	15.668	-0.0011	0.0082	-0.0008
O	6.9268	10.3101	14.659	0.0033	0.0041	0.0072
O	2.3558	8.97	13.408	-0.0179	0.0105	-0.0157
O	8.0478	1.5353	15.8822	-0.0034	-0.0081	-0.0082
O	4.1741	7.0589	12.7921	0.0206	-0.0104	-0.0103
O	4.1882	2.0127	18.7236	-0.0066	-0.0085	0.0081
O	7.3045	4.4093	21.2663	-0.0269	-0.0138	0.0335
O	8.4296	2.8654	11.0243	-0.0262	0.0012	-0.0898
O	1.2034	6.8826	17.3117	0.0032	0.0003	-0.0036
O	5.6811	1.6212	14.7196	0.0011	0.0005	0.0063
O	8.153	9.7676	11.5566	-0.0463	0.004	-0.0242
O	9.2117	6.2836	21.2462	0.0157	0.0288	0.0317
O	9.0011	7.7362	12.8506	0.0097	0.0172	-0.003
O	1.6867	0.1292	11.8563	0.0056	-0.0092	0.0044
O	6.6652	6.1586	17.0495	0.0059	0.0006	0.0032
O	7.395	7.8075	15.0066	0.0078	-0.0117	-0.0031
O	1.2087	10.2977	21.2324	-0.0013	-0.0346	0.0492
O	10.053	8.2042	18.3299	0	0.0028	-0.002
O	3.9674	0.8512	21.0853	0.0102	0.0214	0.0556
O	0.3105	5.3228	10.9098	-0.0202	0.0352	-0.032
O	6.599	1.6528	9.5908	0.0172	0.0003	-0.0147
O	4.7793	8.7228	14.6766	-0.0104	-0.0035	0.0002

Results
free energy: -135250.699 eV
free energy less fixed offsets of B -154.04, O -568.88, Si -635.61 eV per atom: 3.061 eV

The program warned: the cutoff lies below the one the program advises for these potential files; the forces do not sum to zero within the program's tolerance; the exchange-correlation potential is rough where the density is thin.
